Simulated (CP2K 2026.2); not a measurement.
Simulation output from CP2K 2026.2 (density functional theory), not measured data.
Periodic cell of 504 atoms, Si360O144, from a study of silicon, its oxide and their interface. The atomic structure is a simulated model.
Doubt: the forces sum to 0.92 eV/angstrom along one axis rather than to zero, so they err by at least 0.0018 eV/angstrom per atom on average; the grid cutoff is modest.

Settings: functional PBE; method Gaussian and plane waves; basis set DZVP-MOLOPT-SR-GTH; pseudopotentials GTH-PBE; grid cutoff 350 Ry, relative cutoff 50 Ry; k points Gamma only; occupations fixed; spin none; net charge 0.

Cell vectors (angstrom)
a	16.32	0	0
b	0	16.32	0
c	0.9733	-4.9788	33.3156

Atoms and the computed forces on them: element, x, y, z (angstrom), force x, y, z (eV/angstrom)
Si	1.165	15.3	0.17	-0.072	-0.041	0.683
Si	3.655	2.001	0.02	0.09	-0.327	0.758
Si	1.421	4.097	0.412	0.001	-0.003	0.556
Si	4.115	6.99	0.17	0.084	-0.198	0.675
Si	1.899	9.196	0.094	-0.313	0.037	0.76
Si	5.184	7.04	33.302	-0.098	0.194	0.741
Si	6.738	15.101	0.124	-0.086	-0.082	0.646
Si	9.187	1.495	0.123	0.254	-0.066	0.809
Si	6.968	3.711	0.2	0	0.216	0.748
Si	9.702	6.481	0.08	-0.147	0.156	0.751
Si	7.54	4.928	33.309	0.031	-0.164	0.698
Si	10.743	6.898	33.216	-0.168	0.285	0.741
Si	12.323	14.755	0.008	-0.163	0.251	0.751
Si	15.237	1.11	0.014	-0.107	0.078	0.729
Si	12.947	-0.712	33.278	0.261	-0.183	0.749
Si	16.569	1.324	33.297	-0.168	0.052	0.834
Si	11.981	9.626	0.035	0.085	-0.021	0.688
Si	14.553	12.506	0.057	0.258	-0.128	0.781
Si	2.686	0.235	1.375	0.041	-0.029	-0.03
Si	5.354	2.707	1.518	0.04	-0.056	-0.022
Si	2.886	5.487	1.54	0.028	0.019	-0.055
Si	5.549	8.28	1.421	0.021	0.034	-0.04
Si	2.812	10.849	1.456	0.006	0.025	-0.043
Si	5.298	13.689	1.299	0.035	-0.049	-0.035
Si	8.155	-0.045	1.537	-0.033	0.046	-0.054
Si	10.85	2.688	1.312	-0.014	0.009	-0.063
Si	8.143	5.364	1.401	-0.014	-0.008	-0.056
Si	10.806	8.124	1.363	-0.016	-0.028	-0.04
Si	8.156	10.943	1.34	0.007	0.013	-0.021
Si	10.819	13.523	1.292	-0.015	-0.021	-0.02
Si	13.579	-0.003	1.281	0.01	-0.016	-0.074
Si	16.281	2.657	1.492	0.007	-0.015	-0.074
Si	13.711	5.375	1.173	-0.055	0.035	-0.064
Si	0.162	8.078	1.28	0.023	0.033	-0.087
Si	13.554	10.823	1.331	-0.008	-0.028	-0.053
Si	16.269	13.615	1.298	-0.026	-0.045	-0.048
Si	1.352	1.407	2.873	-0.008	-0.001	0.056
Si	4.151	4.118	2.913	0.009	0.011	0.036
Si	1.453	6.838	2.807	-0.004	0.021	0.057
Si	4.173	9.556	2.842	-0.005	-0.012	0.034
Si	1.327	12.237	2.656	-0.003	0.018	-0.004
Si	3.989	15.045	2.687	-0.036	0.039	0.001
Si	6.715	1.294	2.823	0.011	-0.013	0.052
Si	9.526	4.027	2.752	-0.007	-0.016	0.042
Si	6.846	6.816	2.732	-0.009	-0.015	-0.008
Si	9.455	9.503	2.718	-0.012	0.008	0.007
Si	6.784	12.357	2.662	-0.026	0.014	0.011
Si	9.56	14.895	2.754	0.029	-0.01	0.008
Si	12.242	1.358	2.664	0.005	-0.007	-0.01
Si	14.899	4.06	2.732	0.02	0.037	0.028
Si	12.324	6.775	2.593	-0.033	-0.063	0.03
Si	15.019	9.46	2.594	0.018	-0.031	-0.002
Si	12.203	12.201	2.706	0.009	0.033	0.029
Si	14.929	14.962	2.706	0.012	0.03	0.031
Si	16.292	-0.022	4.118	-0.01	-0.009	-0.028
Si	2.722	2.765	4.198	0.012	-0.042	-0.014
Si	16.324	5.437	4.066	0.023	0.003	-0.058
Si	2.775	8.2	4.167	0.024	-0.017	0.005
Si	16.316	10.854	4.013	-0.001	-0.023	0.007
Si	2.663	13.628	4.033	0.013	0.005	-0.009
Si	5.376	-0.05	4.153	-0.006	0.013	0.019
Si	8.137	2.69	4.11	-0.008	0.024	-0.035
Si	5.512	5.5	4.174	-0.015	0.031	0.005
Si	8.169	8.153	4.122	0.019	0.023	0.005
Si	5.512	10.964	4.111	0.01	0.007	-0.016
Si	8.151	13.608	4.106	-0.036	-0.02	-0.007
Si	10.917	-0.018	4.058	0.004	0	0.004
Si	13.56	2.706	4.089	0.017	-0.006	-0.003
Si	10.937	5.433	4.022	-0.009	0.014	-0.045
Si	13.637	8.143	4	-0.01	0.009	-0.017
Si	10.85	10.852	4.066	-0.026	0.027	-0.009
Si	13.574	13.584	4.056	0.012	-0.021	-0.018
Si	1.354	-1.353	16.32	0	0.006	-0.001
Si	4.059	1.371	16.298	-0.009	-0.008	0.006
Si	1.374	4.097	16.345	0.011	0.016	0.006
Si	4.066	6.802	16.37	-0.006	-0.019	0.021
Si	1.387	9.496	16.359	0.01	0.019	0.009
Si	4.062	12.199	16.331	-0.015	-0.026	0.007
Si	6.809	-1.353	16.266	0.001	0.008	0.002
Si	9.511	1.368	16.275	-0.004	-0.019	0.002
Si	6.819	4.102	16.298	0.027	-0.023	-0.006
Si	9.509	6.794	16.294	-0.007	-0.004	0.004
Si	6.79	9.521	16.323	0.008	0.011	-0.003
Si	9.504	12.221	16.292	-0.023	-0.015	0.005
Si	12.262	-1.342	16.284	0.014	0.012	-0.003
Si	14.979	1.374	16.334	-0.009	-0.009	0.011
Si	12.269	4.109	16.296	0.006	0.018	0.002
Si	14.972	6.79	16.363	-0.007	0.007	0.012
Si	12.248	9.514	16.298	0.008	0.016	-0.009
Si	14.952	12.233	16.302	0.005	-0.015	0
Si	2.714	0.01	17.677	0.004	0.018	0.023
Si	5.458	2.724	17.612	0.002	0.012	-0.006
Si	2.714	5.434	17.757	-0.009	-0.002	0.014
Si	5.434	8.182	17.705	0.009	-0.005	0.019
Si	2.719	10.853	17.757	0.026	0.002	0.017
Si	5.486	13.562	17.596	0.02	-0.006	-0.011
Si	8.138	0.021	17.636	-0.001	-0.002	0.017
Si	10.867	2.761	17.587	-0.014	0.006	0.003
Si	8.142	5.475	17.688	-0.013	0.023	0.03
Si	10.894	8.131	17.626	0.008	-0.005	-0.002
Si	8.157	10.863	17.688	-0.003	0.024	0.027
Si	10.874	13.613	17.583	0.006	-0.009	0.014
Si	13.62	0	17.677	0.022	-0.027	0.019
Si	16.328	2.753	17.702	0.004	-0.001	0.015
Si	13.62	5.421	17.733	0.008	-0.03	0.023
Si	16.365	8.123	17.724	-0.001	-0.014	0.032
Si	13.608	10.863	17.663	0.001	-0.006	0.019
Si	16.278	13.62	17.656	-0.033	0.015	0.017
Si	1.343	1.376	19.052	-0.015	-0.012	-0.005
Si	4.165	4.062	19.02	0.035	-0.003	-0.013
Si	1.352	6.766	19.183	-0.005	0.001	-0.024
Si	4.126	9.51	19.145	-0.011	0.008	-0.022
Si	1.279	12.256	19.015	-0.01	-0.015	-0.049
Si	4.153	-1.394	18.916	-0.008	0.007	-0.049
Si	6.763	1.375	19.004	-0.011	0	-0.027
Si	9.513	4.08	18.984	0.025	-0.029	-0.007
Si	6.783	6.841	19.085	-0.001	-0.016	-0.013
Si	9.535	9.451	18.987	0.005	-0.021	-0.03
Si	6.814	12.265	19.042	0.001	0.002	-0.01
Si	9.535	-1.34	18.933	0.006	-0.003	-0.043
Si	12.247	1.445	18.92	0.001	0.028	-0.04
Si	15.012	4.097	19.142	0.012	0	-0.037
Si	12.202	6.779	19.035	-0.023	0.024	-0.021
Si	14.975	9.49	19.029	0.02	0.008	-0.032
Si	12.209	12.258	18.941	0	0.01	-0.043
Si	14.94	-1.379	19.09	0.002	-0.005	-0.032
Si	16.289	0.032	20.45	-0.033	-0.013	0.04
Si	2.85	2.657	20.34	-0.006	-0.028	0.01
Si	16.334	5.413	20.651	-0.01	0.005	0.059
Si	2.761	8.119	20.521	0.006	-0.044	0.048
Si	16.224	10.927	20.418	-0.054	0.014	0.033
Si	2.732	-2.679	20.225	0.013	-0.015	0.02
Si	5.475	-0.091	20.34	0.035	-0.031	0.024
Si	8.095	2.79	20.333	-0.03	0.045	0.035
Si	5.436	5.459	20.454	0.005	0.029	0.054
Si	8.214	8.146	20.443	-0.02	-0.024	0.037
Si	5.498	10.933	20.488	0.007	0.018	0.026
Si	8.249	-2.698	20.344	-0.013	-0.031	0.036
Si	10.843	0.129	20.196	-0.022	0.006	0.018
Si	13.563	2.724	20.386	0.026	0.005	0.061
Si	10.835	5.407	20.397	-0.006	0.009	0.038
Si	13.625	8.094	20.36	0.016	-0.015	0.028
Si	10.904	10.844	20.258	0.008	-0.005	0.051
Si	13.452	-2.718	20.399	0.035	0.058	0.035
Si	1.638	-1.161	21.587	-0.12	0.039	-0.642
Si	3.924	0.991	21.678	0.063	0.142	-0.684
Si	1.766	4.186	21.711	-0.302	-0.054	-0.69
Si	3.896	6.526	21.896	0.153	0.273	-0.693
Si	1.532	9.766	21.628	-0.199	-0.218	-0.694
Si	3.771	12.098	21.616	0.36	0.253	-0.634
Si	7.168	-1.09	21.65	-0.242	-0.235	-0.634
Si	9.324	1.272	21.557	0.143	0.156	-0.734
Si	6.993	4.304	21.766	-0.158	-0.116	-0.747
Si	9.274	6.491	21.782	0.108	0.164	-0.785
Si	7.206	9.838	21.709	-0.255	-0.141	-0.74
Si	9.45	12.049	21.603	0.111	0.209	-0.726
Si	12.231	-1.061	21.583	-0.038	-0.276	-0.686
Si	14.57	1.087	21.715	0.255	0.23	-0.683
Si	12.405	4.266	21.717	-0.177	-0.156	-0.776
Si	14.615	6.577	21.889	0.375	0.15	-0.68
Si	12.414	9.655	21.571	-0.069	-0.103	-0.772
Si	14.51	11.979	21.71	0.21	0.131	-0.762
Si	12.277	12.42	25.907	-0.05	-0.058	-0.031
Si	8.088	-3.299	28.791	0.037	-0.04	0.025
Si	6.683	0.396	31.273	0.061	0.121	0.127
Si	5.298	2.684	23.927	0.093	-0.054	-0.097
Si	13.949	6.972	24.754	0.013	0.123	-0.04
Si	6.197	9.69	24.564	0.072	0.156	0.051
Si	7.394	1.448	25.832	-0.119	-0.039	-0.145
Si	12.929	5.936	28.713	-0.002	-0.005	-0.103
Si	3.609	11.49	27.129	-0.037	0.094	0.04
Si	0.951	10.101	24.526	0.126	0.081	-0.06
Si	14.952	0.659	24.542	-0.015	0.038	-0.019
Si	8.215	4.253	30.346	-0.014	0.011	0.122
Si	5.412	3.56	29.124	-0.082	0.064	0.04
Si	10.645	2.924	23.946	0.05	0.024	-0.12
Si	1.635	11.892	29.111	0.049	-0.02	0.103
Si	6.432	-4.269	31.317	0.018	0.115	0.007
Si	2.444	8.61	26.476	0.047	0.01	-0.002
Si	16.586	7.735	30.679	0.014	0.06	-0.015
Si	1.853	1.366	28.394	0.01	0.084	-0.03
Si	8.01	10.504	26.936	0.077	-0.055	-0.122
Si	15.508	10.209	29.268	0.072	0.029	-0.027
Si	7.889	7.821	28.374	0.023	-0.017	0.033
Si	13.261	-1.338	30.196	-0.052	0.01	0.099
Si	13.691	3.744	30.502	0.004	-0.085	0.117
Si	2.723	4.531	30.45	0.03	-0.043	0.091
Si	16.501	2.556	30.413	0.076	-0.039	0.161
Si	11.161	7.848	23.878	0.053	0.011	-0.164
Si	4.259	10.707	29.745	-0.122	0.1	-0.094
Si	11.288	10.903	31.161	-0.02	-0.02	0.255
Si	12.632	1.813	25.974	0.033	-0.052	0.11
Si	9.847	5.821	28.276	-0.017	-0.088	-0.079
Si	8.873	4.11	26.016	-0.074	0.107	-0.072
Si	14.306	4.374	26.372	0.099	0.107	0.042
Si	10.978	9.756	26.196	0.01	0.043	-0.011
Si	12.178	1.344	29.132	-0.015	-0.034	0.03
Si	16.684	-1.728	24.22	-0.066	0.027	-0.057
Si	10.518	-2.419	23.844	-0.088	0.005	-0.146
Si	1.003	3.999	26.875	-0.007	-0.237	0.088
Si	11.307	-3.405	28.92	-0.089	0.013	-0.008
Si	13.587	8.61	27.388	-0.07	-0.012	-0.135
Si	9.219	8.547	31.159	0.08	-0.047	0.029
Si	1.616	6.514	28.536	0.014	-0.02	0.031
Si	7.666	-1.156	24.509	-0.032	-0.012	-0.008
Si	2.397	3.091	24.403	-0.008	-0.091	-0.097
Si	6.646	-0.958	27.273	-0.033	-0.136	-0.107
Si	3.315	8.544	31.289	0.089	-0.026	0.064
Si	15.525	-3.328	30.357	0.049	-0.056	0.096
Si	4.823	0.578	28.908	-0.064	-0.024	-0.082
Si	9.477	1.622	30.485	0.006	-0.193	0.118
Si	6.258	5.59	26.933	0.158	0.124	0.053
Si	4.679	7.2	24.928	0.04	0.01	-0.173
Si	15.169	12.266	24.692	-0.15	-0.023	-0.071
Si	1.352	0.557	25.657	-0.126	0.096	-0.068
Si	3.754	11.647	24.397	-0.034	0.083	-0.055
Si	1.335	14.943	5.461	-0.013	-0.018	-0.001
Si	4.066	1.355	5.507	-0.003	-0.001	-0.006
Si	1.335	4.112	5.494	0.018	0.028	0.026
Si	4.109	6.824	5.511	0.001	0.004	0.018
Si	1.36	9.554	5.446	-0.009	0.012	-0.004
Si	4.07	12.291	5.416	0.008	0.023	-0.023
Si	6.79	14.948	5.478	-0.008	-0.002	0.009
Si	9.527	1.329	5.431	-0.009	-0.02	-0.016
Si	6.843	4.088	5.491	-0.002	-0.006	-0.004
Si	9.576	6.79	5.419	0.006	-0.019	-0.018
Si	6.821	9.545	5.465	-0.005	-0.014	0
Si	9.508	12.22	5.442	0.011	-0.006	-0.017
Si	12.25	14.95	5.441	0.006	0.019	0.002
Si	14.938	1.358	5.45	0.012	0.017	-0.003
Si	12.229	4.078	5.444	-0.005	-0.007	0
Si	14.968	6.805	5.415	-0.002	-0.004	-0.014
Si	12.259	9.498	5.383	0.006	-0.014	-0.002
Si	14.952	12.215	5.392	0.009	0.001	-0.006
Si	2.695	-0.013	6.831	0.007	0.003	-0.005
Si	5.452	2.727	6.829	-0.008	-0.001	-0.009
Si	2.722	5.458	6.837	-0.01	0.005	-0.003
Si	5.462	8.196	6.838	-0.017	0.01	0.007
Si	2.724	10.917	6.792	-0.017	-0.011	-0.002
Si	5.425	13.6	6.825	0.014	-0.001	0.001
Si	8.164	-0.004	6.812	-0.002	0	-0.003
Si	10.872	2.71	6.796	-0.007	0.018	-0.007
Si	8.213	5.451	6.816	0.009	-0.015	-0.003
Si	10.915	8.156	6.782	0	-0.004	0.001
Si	8.179	10.877	6.832	0.005	-0.004	0.01
Si	10.874	13.594	6.788	-0.006	0.003	0.004
Si	13.595	-0.008	6.811	0.003	-0.019	0.006
Si	16.3	2.719	6.816	-0.003	-0.003	-0.006
Si	13.609	5.442	6.784	-0.005	-0.01	0.009
Si	16.32	8.17	6.786	0.014	0.005	-0.004
Si	13.599	10.865	6.765	-0.006	0.009	-0.002
Si	16.3	13.568	6.792	0.01	0.004	-0.001
Si	1.343	1.359	8.176	-0.003	-0.006	0.003
Si	4.082	4.083	8.179	-0.007	-0.013	-0.004
Si	1.355	6.824	8.169	0.012	-0.006	0.006
Si	4.075	9.549	8.166	0.012	-0.009	-0.001
Si	1.355	12.244	8.166	0.002	0.012	0.004
Si	4.073	14.962	8.183	-0.001	0	0.01
Si	6.811	1.362	8.176	0.015	0.013	-0.001
Si	9.539	4.074	8.176	-0.003	-0.001	0.008
Si	6.829	6.81	8.165	0.003	0.015	-0.008
Si	9.551	9.508	8.159	0.002	0.01	-0.001
Si	6.796	12.236	8.171	-0.023	-0.014	0.002
Si	9.521	14.95	8.161	-0.004	0	0.003
Si	12.235	1.358	8.16	0.002	-0.006	0.003
Si	14.952	4.088	8.165	0.012	-0.006	0.006
Si	12.257	6.797	8.155	-0.005	0.009	0.003
Si	14.958	9.521	8.147	-0.004	-0.001	0.006
Si	12.245	12.231	8.138	-0.003	-0.001	-0.005
Si	14.958	14.946	8.156	0	0.004	0.003
Si	16.311	-0.01	9.526	0.005	-0.008	-0.001
Si	2.716	2.719	9.527	0.006	-0.003	-0.001
Si	16.32	5.448	9.52	0.001	-0.003	-0.006
Si	2.72	8.179	9.522	-0.016	0.015	-0.001
Si	16.318	10.875	9.517	0.015	-0.005	0.007
Si	2.712	13.6	9.532	-0.002	0	0.007
Si	5.441	0.005	9.53	-0.006	0.004	0.002
Si	8.167	2.725	9.532	-0.008	0.006	0.003
Si	5.452	5.451	9.518	-0.004	-0.002	-0.005
Si	8.182	8.164	9.526	0.011	-0.005	0.005
Si	5.438	10.886	9.534	0.001	0.006	0.006
Si	8.156	13.599	9.522	0.004	0.003	0.003
Si	10.879	-0.004	9.519	-0.007	0.003	-0.002
Si	13.596	2.721	9.518	-0.005	0.011	-0.004
Si	10.898	5.442	9.523	0.01	-0.013	0.004
Si	13.61	8.16	9.518	-0.004	-0.003	0.001
Si	10.896	10.878	9.516	0.005	-0.007	0.003
Si	13.6	13.587	9.512	-0.001	0.009	-0.003
Si	1.355	-1.361	10.89	0.013	0.012	0.002
Si	4.077	1.362	10.887	0	0	0.004
Si	1.361	4.088	10.88	-0.001	0.002	0.001
Si	4.082	6.808	10.873	0.002	0.004	-0.005
Si	1.358	9.524	10.887	0	-0.002	0.003
Si	4.073	12.24	10.89	-0.001	-0.003	-0.001
Si	6.799	-1.36	10.885	0	0.001	0
Si	9.524	1.358	10.882	0.007	-0.002	0.004
Si	6.803	4.089	10.884	0.006	-0.01	0.003
Si	9.533	6.799	10.884	-0.006	0.001	-0.002
Si	6.806	9.519	10.877	-0.007	-0.004	-0.004
Si	9.522	12.234	10.87	-0.007	0.001	-0.004
Si	12.247	-1.364	10.87	0.001	-0.008	-0.004
Si	14.957	1.361	10.877	-0.002	-0.003	-0.002
Si	12.253	4.085	10.883	0.002	-0.002	0.001
Si	14.967	6.804	10.885	0.001	0.001	0.005
Si	12.253	9.521	10.879	-0.003	0.008	-0.001
Si	14.962	12.236	10.881	-0.006	0.002	-0.002
Si	2.716	0	12.246	-0.003	-0.007	0.002
Si	5.434	2.733	12.238	-0.005	0.004	-0.002
Si	2.719	5.452	12.239	0.003	-0.011	-0.002
Si	5.442	8.16	12.234	0.001	-0.001	-0.004
Si	2.718	10.877	12.251	-0.002	0.006	-0.001
Si	5.433	13.601	12.241	-0.005	-0.005	0
Si	8.16	0.003	12.241	-0.004	-0.001	0.001
Si	10.89	2.723	12.23	0	0.008	-0.005
Si	8.162	5.449	12.244	0.001	0.002	0.007
Si	10.892	8.163	12.236	0.01	0.006	0
Si	8.16	10.88	12.235	0.006	-0.005	0.004
Si	10.885	13.595	12.222	-0.005	0.007	-0.007
Si	13.603	-0.001	12.235	-0.008	0.001	0
Si	16.32	2.726	12.233	0.002	-0.005	-0.005
Si	13.612	5.441	12.247	-0.006	-0.011	0.001
Si	16.327	8.159	12.248	0.01	0.005	-0.001
Si	13.613	10.872	12.248	0.002	-0.003	0.006
Si	16.321	13.594	12.248	0.006	0.005	-0.002
Si	1.358	1.372	13.595	0.008	0.002	-0.008
Si	4.079	4.097	13.602	-0.004	0	0.002
Si	1.362	6.801	13.614	-0.001	0.008	-0.005
Si	4.079	9.506	13.599	0.006	0	-0.01
Si	1.358	12.231	13.614	0.016	-0.011	0.002
Si	4.068	-1.37	13.604	-0.002	0.017	0.001
Si	6.791	1.369	13.589	0.002	0.003	0.004
Si	9.535	4.086	13.584	0.011	-0.023	-0.005
Si	6.791	6.805	13.603	-0.001	-0.001	0.003
Si	9.519	9.515	13.589	-0.01	0.011	-0.004
Si	6.789	12.234	13.593	-0.005	0.008	-0.003
Si	9.532	-1.364	13.581	0.009	-0.01	0
Si	12.249	1.369	13.59	0.003	-0.007	-0.001
Si	14.975	4.083	13.608	-0.002	0.005	0.001
Si	12.256	6.812	13.597	-0.01	0	0.002
Si	14.978	9.515	13.616	-0.002	-0.004	0.003
Si	12.239	12.237	13.587	-0.003	0.004	-0.005
Si	14.968	-1.354	13.598	-0.002	-0.004	-0.001
Si	16.327	0.015	14.959	0.013	0.011	0
Si	2.71	2.741	14.953	-0.013	0.001	-0.005
Si	16.325	5.443	14.982	0.009	-0.014	-0.006
Si	2.73	8.151	14.976	0.002	0.003	-0.004
Si	16.34	10.863	14.988	0.004	0.003	0
Si	2.714	13.587	14.977	0	-0.003	0.002
Si	5.423	0.007	14.942	-0.002	-0.008	-0.001
Si	8.161	2.737	14.929	0.009	0.015	-0.004
Si	5.426	5.457	14.976	-0.001	-0.001	0.003
Si	8.152	8.168	14.954	0.007	0.003	-0.004
Si	5.43	10.867	14.955	-0.013	-0.002	-0.002
Si	8.166	13.594	14.927	-0.001	0.007	-0.002
Si	10.887	0.007	14.934	-0.01	-0.003	0
Si	13.614	2.719	14.958	-0.009	-0.007	-0.003
Si	10.892	5.452	14.941	0.005	0	0
Si	13.625	8.148	14.972	-0.003	0.01	0.001
Si	10.88	10.871	14.943	0.004	-0.003	0.003
Si	13.604	13.596	14.937	-0.006	0.002	0.001
O	4.791	1.46	22.984	0.154	-0.168	0.226
O	11.323	-1.388	22.895	-0.325	0.32	0.332
O	16	6.911	31.935	-0.182	-0.629	-0.244
O	14.94	1.614	23.223	0.357	0.687	0.31
O	1.568	3.211	23.014	-0.353	-0.478	-0.014
O	9.702	-3.176	28.87	-0.071	0.067	0.157
O	3.968	12.665	23.152	0.336	0.755	0.298
O	13.473	10.777	22.111	0.125	0.128	0.523
O	9.251	7.224	27.698	0.206	0.348	-0.556
O	11.33	6.053	28.811	-0.164	0.322	0.185
O	16.168	1.157	25.491	-0.119	0.416	0.441
O	2.672	5.004	31.994	-0.215	0.426	-0.008
O	8.305	10.991	22.072	-0.155	-0.042	0.176
O	15.834	10.804	24.743	-0.16	-0.319	0.049
O	13.534	5.37	22.137	0.141	-0.11	0.105
O	0.996	11.327	32.843	-0.085	-0.065	-0.329
O	13.415	-0.033	22.029	-0.112	-0.177	0.368
O	7.087	-0.849	32.199	-0.394	-0.203	-0.317
O	1.376	0.163	32.93	0.111	0.07	-0.306
O	14.616	-2.128	29.772	0.382	0.006	-0.598
O	7.178	11.413	32.592	-0.084	0.413	0.237
O	6.354	3.611	23.107	0.227	-0.07	0.114
O	13.548	0.624	25.345	-0.034	-0.345	-0.043
O	8.315	4.467	31.945	0.521	0.08	-0.162
O	2.7	5.855	29.53	0.566	0.372	-0.114
O	6.363	5.987	32.84	0.093	-0.056	-0.363
O	10.661	0.951	29.599	-0.316	-0.609	-0.346
O	6.85	9.227	23.166	0.269	-0.649	0.103
O	9.86	1.945	22.934	-0.161	-0.165	0.104
O	13.461	5.287	30.082	0.082	0.257	0.572
O	15.616	-3.191	31.971	-0.115	0.505	-0.016
O	4.056	3.743	29.992	-0.037	-0.156	0.333
O	1.285	5.473	27.395	0.102	0.305	-0.199
O	7.558	5.046	26.114	0.015	-0.086	-0.296
O	11.958	-3.604	27.458	0.02	0.132	0.117
O	9.143	-1.821	24.444	0.006	0.082	0.453
O	7.327	0.508	27.148	0.448	0.503	0.594
O	12.364	6.888	24.384	-0.283	-0.287	-0.001
O	1.39	3.623	30.328	-0.011	0.137	0.025
O	14.887	11.547	29.953	-0.452	-0.137	-0.087
O	5.504	2.024	28.633	0.451	-0.147	-0.355
O	13.36	4.929	27.542	-0.171	-0.302	-0.078
O	11.518	-2.777	25.045	0.187	0.262	0.295
O	8.816	5.478	29.487	-0.086	0.225	0.17
O	11.962	-2.118	29.644	-0.323	0.13	0.16
O	0.983	-2.084	22.77	0.096	-0.509	-0.049
O	3.229	7.657	25.445	-0.495	-0.08	-0.374
O	11.716	10.979	25.441	-0.054	0.018	-0.755
O	5.498	4.465	27.801	-0.38	-0.169	-0.354
O	5.362	-3.209	31.897	-0.177	0.216	-0.377
O	5.132	-0.553	27.762	-0.284	-0.465	-0.17
O	6.017	1.54	32.219	0.294	0.33	-0.298
O	10.618	-4.273	32.092	0.155	-0.13	-0.152
O	8.311	9.044	32.388	0.011	-0.439	-0.081
O	5.776	8.328	25.3	0.222	-0.118	0.585
O	7.459	9.249	27.778	-0.638	0.122	0.034
O	5.521	-0.028	30.239	-0.162	-0.379	0.2
O	14.844	12.651	23.152	0.142	0.506	0.096
O	6.018	2.136	25.276	-0.328	0.173	0.213
O	2.393	1.578	24.972	0.498	-0.244	0.047
O	15.704	9.057	30.389	-0.493	0.086	0.15
O	9.623	10.339	26.849	0.156	0.286	0.239
O	8.061	0.828	30.532	-0.081	-0.238	-0.299
O	4.134	12.294	25.837	0.571	0.436	0.225
O	2.206	11.145	24.521	-0.141	0.158	0.138
O	5.548	10.88	30.672	0.285	-0.431	0.157
O	1.811	2.855	27.707	0.424	0.1	-0.148
O	11.802	3.677	23.107	0.196	0.157	0.196
O	1.592	4.049	25.39	-0.106	0.363	-0.092
O	15.722	3.807	26.907	0.073	-0.437	0.057
O	11.273	2.005	25.123	-0.286	-0.167	0.298
O	15.334	-0.84	24.057	-0.477	-0.38	-0.41
O	11.872	0.476	32.97	-0.091	0.172	-0.283
O	2.744	-0.065	22.146	0.109	-0.058	0.133
O	16.961	1.326	29.465	-0.327	-0.534	0.084
O	3.152	9.765	32.339	0.471	0.392	0.185
O	9.659	4.052	24.594	-0.224	0.485	-0.273
O	14.781	7.282	23.376	0.439	0.546	0.222
O	16.574	6.817	29.355	-0.453	-0.077	-0.365
O	10.118	7.336	31.765	-0.085	-0.452	-0.606
O	8.43	2.584	26.278	0.097	-0.08	0.495
O	8.238	8.102	29.953	-0.113	-0.001	-0.047
O	9.151	3.05	29.838	0.149	0.052	-0.477
O	2.748	5.403	22.216	0.093	0.152	0.255
O	9.067	-2.346	32.993	-0.111	-0.029	-0.517
O	12.579	10.3	31.942	0.156	-0.192	-0.544
O	17.028	-3.263	29.733	0.146	0.587	0.25
O	6.816	-1.566	23.182	-0.622	-0.554	0.099
O	7.236	10.514	25.5	-0.019	0.399	-0.124
O	12.067	9.179	27.258	-0.066	0.082	0.245
O	3.918	9.125	29.898	0.293	-0.361	-0.333
O	16.322	-3.007	25.123	0.256	0.004	0.655
O	10.225	9.751	30.763	0.122	0.108	-0.302
O	15.133	3.262	29.953	0.158	0.132	-0.726
O	3.955	3.526	24.274	-0.053	0.329	0.372
O	5.179	5.942	25.787	-0.295	-0.645	-0.27
O	14.415	8.651	32.946	-0.113	0.122	-0.112
O	7.876	0.452	24.645	0.09	0.401	-0.416
O	3.286	9.947	26.768	0.204	-0.177	0.023
O	9.979	1.917	31.993	-0.29	0.469	0.056
O	8.116	5.413	22.236	0.125	0.179	0.185
O	7.713	11.887	27.703	-0.46	0.07	-0.296
O	7.481	-3.666	30.253	0.327	0.036	0.265
O	10.54	8.615	25.148	-0.616	-0.072	0.205
O	0.98	9.329	23.101	-0.119	-0.624	0.062
O	12.586	2.736	29.869	-0.154	0.281	-0.166
O	4.83	10.46	24.169	-0.089	-0.184	-0.167
O	2.165	7.862	27.865	0.209	0.211	0.191
O	10.17	12.591	22.958	0.315	-0.273	0.365
O	2.328	-4.024	27.706	-0.155	0.358	-0.567
O	1.077	9.043	25.737	-0.452	-0.108	0.319
O	14.506	5.554	25.291	0.378	-0.046	-0.194
O	4.576	6.944	23.326	0.425	0.321	0.191
O	13.593	3.776	32.12	0.411	-0.203	-0.183
O	11.728	8.963	22.863	-0.232	0.241	0.294
O	13.51	3.141	25.737	-0.014	-0.009	-0.2
O	7.411	-1.896	28.34	-0.022	0.249	0.348
O	6.693	6.783	27.966	-0.434	0.143	0.043
O	13.559	7.388	28.445	0.513	0.131	0.546
O	6.793	-1.645	25.802	-0.369	-0.475	-0.169
O	11.879	5.778	32.827	0.003	0.064	-0.427
O	2.87	11.506	30.106	-0.146	0.002	0.485
O	1.619	0.309	27.214	0.163	-0.571	0.26
O	1.814	8.037	31.034	0.09	-0.276	0.212
O	8.285	0.073	21.929	0.06	-0.067	0.381
O	16.176	1.989	31.878	-0.471	0.064	-0.196
O	9.889	4.657	27.152	0.46	-0.202	0.078
O	4.359	7.498	31.957	-0.1	-0.294	-0.526
O	3.9	3.009	32.966	-0.061	-0.179	-0.332
O	12.274	1.519	27.523	-0.086	-0.283	-0.245
O	4.714	11.302	28.3	0.716	0.293	-0.176
O	6.663	3.958	30.056	-0.176	-0.073	0.166
O	13.295	-1.319	31.814	0.161	-0.334	-0.074
O	3.245	0.904	29.083	-0.204	0.12	0.203
O	11.701	11.597	29.772	0.267	-0.149	-0.368
O	9.992	7.008	23.153	0.016	-0.233	0.554
O	14.108	8.103	25.922	0.244	0.334	0.166
O	2.695	10.891	21.841	-0.071	-0.027	0.22
O	17.003	10.614	28.774	0.101	-0.378	-0.189
O	13.197	0.165	29.596	0.286	0.184	-0.294
O	3.447	-1.89	32.936	-0.132	0.108	-0.282
O	14.588	9.715	28.03	0.012	0.328	-0.349
O	1.498	-0.873	24.962	0.575	-0.146	0.26
O	13.873	12.422	25.634	0.124	-0.014	0.257

Results
total energy: -101654.572 eV
total energy less fixed offsets of O -438.35, Si -107.03 eV per atom: -1.372 eV
